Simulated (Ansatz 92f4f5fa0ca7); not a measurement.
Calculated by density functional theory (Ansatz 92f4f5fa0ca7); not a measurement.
Periodic cell of 221 atoms, Si132O88H1, from a study of silicon, its oxide and their interface. The atomic structure is a simulated model.
Doubt: the cutoff is far below the 930 eV that the study's wrapper takes by default for these files, so forces and energies are approximate.
This geometry differs little from another in the collection (a relaxation step or a small displacement).

Settings: functional PBE; potential files Ansatz PAW; basis plane waves; wave-function cutoff 580 eV; density cutoff ratio 5; exchange-correlation grid ratio 1; k mesh 1 x 1 x 1, Gamma-centred; self-consistency stop 5e-08 eV per atom in the density residual; occupations fixed; spin none; net charge +1 e, with a uniform compensating background and no finite-size correction.

Cell vectors (angstrom)
a, 10.938, 0, 0
b, 0, 10.938, 0
c, 0, 0, 32.2047

Atoms and the computed forces on them: element, x, y, z (angstrom), force x, y, z (eV/angstrom)
Si, 0.1859, -0.1325, 24.5488, 0.005, -0.0219, 0.009
Si, 5.5907, -0.3135, 24.8083, -0.0018, 0.021, 0.0008
Si, 2.5153, 3.0453, 24.5331, 0.0188, 0.0249, 0.0593
Si, 8.0817, 2.9725, 25.1011, -0.0034, -0.0139, -0.0291
Si, 0.042, 5.1257, 24.7216, -0.0195, -0.0021, -0.0094
Si, 5.8235, 5.1451, 24.6963, -0.0378, 0.0391, 0.0698
Si, 2.4431, 8.5128, 24.6499, -0.0071, 0.004, 0.0426
Si, 7.9877, 8.5962, 24.8435, 0.0397, -0.0488, 0.0146
Si, 1.3983, 1.4093, 25.8971, 0.0067, 0.0175, 0.023
Si, 6.7516, 1.3299, 26.0837, 0.001, 0.0081, 0
Si, 4.0712, 4.1597, 25.9671, -0.0312, 0.009, -0.0079
Si, 9.6123, 4.133, 26.3587, 0.0275, 0.007, -0.0183
Si, 1.2674, 6.8467, 25.888, 0.0086, 0.0104, 0.0047
Si, 6.8563, 6.857, 26.0013, -0.0104, -0.0071, -0.0075
Si, 4.0308, 9.504, 26.1281, -0.0415, 0.0179, -0.0179
Si, 9.5854, 9.7348, 26.0799, 0.0087, -0.0221, 0.0184
Si, 2.7146, 0.0477, 27.3951, 0.0126, -0.0023, 0.0079
Si, 8.1785, 0.0588, 27.4607, 0.0142, 0.0172, 0.0163
Si, 0.0667, 2.6586, 27.4607, -0.0001, -0.0198, 0.0024
Si, 5.3989, 2.7568, 27.3992, -0.0134, -0.0178, 0.0178
Si, 2.6947, 5.5376, 27.3496, 0.0286, -0.0167, -0.0174
Si, 8.177, 5.554, 27.4875, -0.0001, 0.0103, 0.018
Si, -0.0317, 8.2167, 27.3727, -0.0125, 0.0074, -0.0035
Si, 5.4563, 8.1579, 27.4249, 0.0119, -0.0246, 0.025
Si, 4.1018, 1.3673, 28.7865, -0.2222, 0.1326, 0.0669
Si, 9.5708, 1.3673, 28.7865, 0.1037, 0.0279, 0.461
Si, 1.3673, 4.1018, 28.7865, 0.3528, 0.0643, -0.1727
Si, 6.8362, 4.1018, 28.7865, -0.2675, 0.0356, -0.1214
Si, 4.1018, 6.8362, 28.7865, -0.2071, -0.1918, 0.0544
Si, 9.5708, 6.8362, 28.7865, 0.0942, 0.5822, 0.3639
Si, 1.3673, 9.5708, 28.7865, -0.0941, 0.059, -0.3591
Si, 6.8362, 9.5708, 28.7865, -0.0292, -0.1776, -0.0678
Si, 0, 0, 30.1537, -0.1296, -0.1162, 0.0289
Si, 5.469, 0, 30.1537, -0.0072, -0.0153, -0.0554
Si, 2.7345, 2.7345, 30.1537, 0.1233, 0.0791, 0.0281
Si, 8.2035, 2.7345, 30.1537, 0.1208, 0.035, -0.0293
Si, 0, 5.469, 30.1537, -0.0157, -0.0068, -0.061
Si, 5.469, 5.469, 30.1537, -0.0947, -0.1374, 0.021
Si, 2.7345, 8.2035, 30.1537, 0.0444, 0.0284, -0.0494
Si, 8.2035, 8.2035, 30.1537, 0.1246, 0.0394, 0.0515
Si, 1.3673, 1.3673, 31.521, -0.0192, 0.0466, -0.0504
Si, 6.8362, 1.3673, 31.521, -0.0207, -0.0245, -0.0326
Si, 4.1018, 4.1018, 31.521, -0.0183, -0.0421, 0.0187
Si, 9.5708, 4.1018, 31.521, -0.0473, 0.0382, -0.0022
Si, 1.3673, 6.8362, 31.521, 0.0124, 0.0062, -0.0335
Si, 6.8362, 6.8362, 31.521, 0.0009, 0.0415, -0.0423
Si, 4.1018, 9.5708, 31.521, -0.0168, 0.0036, -0.006
Si, 9.5708, 9.5708, 31.521, -0.0339, 0.0286, 0.0186
Si, 2.7345, 0, 0.6835, -0.0149, 0.0041, 0.0271
Si, 8.2035, 0, 0.6835, 0.0557, 0.0168, 0.0098
Si, 0, 2.7345, 0.6835, -0.0139, -0.0371, 0.0267
Si, 5.469, 2.7345, 0.6835, 0.0543, -0.0192, 0.0041
Si, 2.7345, 5.469, 0.6835, 0.008, -0.0101, -0.0001
Si, 8.2035, 5.469, 0.6835, 0.0182, -0.0394, 0.0344
Si, 0, 8.2035, 0.6835, -0.0158, -0.0198, -0.0011
Si, 5.469, 8.2035, 0.6835, 0.0217, -0.0144, 0.0289
Si, 4.1018, 1.3673, 2.0507, 0.0268, 0.0925, 0.0367
Si, 9.5708, 1.3673, 2.0507, -0.0693, -0.0557, -0.0089
Si, 1.3673, 4.1018, 2.0507, 0.0812, 0.0416, -0.0095
Si, 6.8362, 4.1018, 2.0507, -0.0849, -0.0629, 0.0168
Si, 4.1018, 6.8362, 2.0507, -0.1178, -0.0472, 0.0195
Si, 9.5708, 6.8362, 2.0507, 0.032, 0.0848, 0.0327
Si, 1.3673, 9.5708, 2.0507, -0.0595, -0.0304, 0.0211
Si, 6.8362, 9.5708, 2.0507, -0.0405, 0.0018, -0.0036
Si, 0, 0, 3.418, -0.2976, -0.1079, -0.2782
Si, 5.469, 0, 3.418, 0.3229, -0.0549, 0.1051
Si, 2.7345, 2.7345, 3.418, 0.3138, 0.5138, -0.2195
Si, 8.2035, 2.7345, 3.418, -0.0037, -0.0549, 0.1148
Si, 0, 5.469, 3.418, 0.1888, 0.0145, 0.2505
Si, 5.469, 5.469, 3.418, -0.0981, -0.433, 0.0711
Si, 2.7345, 8.2035, 3.418, -0.0678, -0.2313, -0.1553
Si, 8.2035, 8.2035, 3.418, 0.0544, -0.0022, 0.0561
Si, 1.3632, 1.391, 4.6814, -0.025, -0.0116, -0.1137
Si, 6.8635, 1.3441, 4.8257, -0.0067, -0.0282, -0.0082
Si, 4.1272, 4.0726, 4.8692, -0.0081, 0.0512, -0.035
Si, 9.5778, 4.0917, 4.7881, -0.0021, -0.0014, 0.0295
Si, 1.3916, 6.8402, 4.8316, -0.0121, 0.0086, -0.0026
Si, 6.8843, 6.7498, 4.7657, -0.0095, -0.0386, -0.0209
Si, 4.1289, 9.5155, 4.7439, -0.0464, 0.0003, 0.0034
Si, 9.5602, 9.5707, 4.805, -0.0045, -0.0146, -0.0517
Si, 2.6626, -0.0599, 5.9279, 0.1012, 0.038, 0.1587
Si, 8.2062, -0.0085, 6.2426, -0.0496, -0.0353, 0.0282
Si, 0.0271, 2.7024, 6.0818, -0.0252, 0.0265, -0.0078
Si, 5.4576, 2.5781, 6.2588, 0.0811, 0.0547, 0.0362
Si, 2.741, 5.5119, 6.2961, 0.0029, -0.0332, 0.007
Si, 8.1871, 5.3595, 6.2206, 0.0205, 0.0266, -0.0068
Si, -0.0458, 8.152, 6.1674, 0.0608, 0.0717, 0.0881
Si, 5.4758, 8.1007, 6.0905, 0.0912, 0.069, 0.0274
Si, 3.7261, 1.3667, 7.4422, -0.1765, -0.1256, -0.0883
Si, 9.9049, 1.1358, 7.4459, -0.0088, -0.008, -0.0012
Si, 1.622, 3.7803, 7.4357, 0.1743, -0.0498, 0.0238
Si, 6.6549, 4.1249, 7.5786, -0.0472, 0.0241, -0.0612
Si, 4.5214, 6.5178, 7.5831, -0.1296, 0.1015, -0.0164
Si, 9.2855, 7.0303, 7.4761, -0.0076, -0.0011, -0.0655
Si, 1.1542, 9.8115, 7.322, -0.0275, -0.1976, -0.1356
Si, 7.0068, 9.2366, 7.4099, -0.0608, 0.0434, -0.0574
O, 1.2549, 4.0997, 24.1336, -0.0095, 0.0031, -0.0273
O, 6.7798, 9.5893, 24.2686, -0.0301, 0.0303, -0.0225
O, 2.9237, 2.7843, 7.4852, -0.075, 0.076, 0.0303
O, 8.1574, 8.171, 7.9013, 0.0339, -0.0201, 0.0218
O, 5.5869, 5.3532, 8.0204, 0.1439, -0.2285, 0.0766
O, 0.0823, -0.0037, 7.927, -0.0163, 0.0373, 0.0407
O, 5.3522, 5.5283, 23.1669, 0.0032, 0.0127, -0.0799
O, 10.5196, 0.4913, 23.1065, -0.0409, 0.0538, -0.0504
O, 2.1804, 9.3689, 8.5647, 0.0017, 0.0909, -0.0058
O, 1.2709, 3.881, 9.0383, -0.0431, 0.0206, 0.0253
O, 9.481, 2.0038, 8.7648, -0.0021, 0.0062, 0.0058
O, 7.5984, 9.9616, 12.0589, 0.0295, -0.0039, 0.0002
O, 3.4924, 0.7668, 9.0006, 0.0069, 0.0268, -0.0336
O, 4.3731, 7.323, 9.3765, -0.0304, 0.0948, 0.0545
O, 7.2342, 3.373, 8.9399, 0.0209, -0.0117, 0.0222
O, 9.8543, 6.5035, 8.9317, 0.0164, 0.0019, 0.056
O, 3.3419, 2.4591, 23.1918, 0.038, -0.0352, -0.0541
O, 4.6619, 0.1821, 23.544, -0.0082, 0.0004, -0.0204
O, 9.2077, 2.4957, 24.0158, 0.0001, -0.0384, -0.0534
O, 9.8321, 5.5737, 23.5813, -0.0213, 0.0317, -0.0107
O, 19.8915, 8.1216, 23.5951, 0.0189, -0.0134, -0.035
O, 3.2829, 7.9761, 23.3374, 0.0165, -0.0113, -0.0489
O, 6.9888, 4.0073, 24.4222, 0.0439, -0.0411, -0.0078
O, 1.3144, 9.6424, 24.1538, -0.0002, -0.0023, -0.0271
Si, 3.8514, 6.3956, 10.8042, -0.0178, 0.0127, -0.2786
Si, 9.1196, 4.2724, 14.6534, -0.0032, 0.003, -0.0119
Si, 7.4333, 8.3393, 11.9652, -0.0786, 0.0177, -0.0507
Si, 4.2118, 1.2761, 22.4207, -0.019, 0.0082, 0.0077
Si, 17.1397, 3.8475, 14.2889, -0.0127, 0.0036, -0.0098
Si, 2.7453, -0.4466, 20.1831, 0.0106, 0.0041, 0.0063
Si, 7.1809, 4.1611, 19.5078, -0.0089, 0.0115, -0.0026
Si, 14.0188, 6.6451, 16.5003, -0.0003, -0.0077, -0.0151
Si, 1.9404, 4.1928, 10.4918, 0.0397, 0.1225, -0.0335
Si, 5.7047, 16.2088, 16.7965, -0.009, -0.0033, -0.0242
Si, 3.7809, 9.7575, 17.3153, 0.0009, -0.0055, -0.011
Si, 10.2453, 4.459, 11.7183, 0.0257, 0.0107, -0.024
Si, 10.9208, 6.522, 16.0943, 0.0062, -0.0058, -0.0151
Si, 7.982, 1.6172, 14.5471, -0.0043, 0.0009, -0.0062
Si, 2.7843, 10.3932, 9.7032, 0.116, -0.0769, 0.0389
Si, 9.1266, 6.7813, 22.6891, 0.0047, -0.0081, 0.0292
Si, 11.1819, -1.1377, 11.2361, 0.0351, -0.0063, -0.0326
Si, 3.5926, -3.2659, 13.7735, -0.014, -0.0032, -0.0626
Si, 5.2274, 8.765, 9.9224, -0.2057, -0.1043, -0.0275
Si, 9.5724, 1.7637, 22.6239, 0.0274, 0.0421, 0.0412
Si, 11.9363, -0.4248, 16.6387, 0.0051, -0.0039, -0.0156
Si, 8.4276, 2.6483, 9.8229, -0.0068, 0.0128, -0.0148
Si, -0.4267, 8.2417, 18.436, 0.0095, -0.008, -0.0063
Si, 11.7556, -2.0269, 14.1889, 0.0228, -0.002, -0.0235
Si, 4.7313, 3.8293, 11.6312, 0.0135, 0.049, -0.0317
Si, 6.0226, 6.0858, 21.7794, 0.0007, 0.0014, 0.0166
Si, 6.4783, 7.7383, 14.768, -0.0109, 0.0032, -0.0273
Si, 11.5395, 6.5202, 20.7284, -0.0073, 0.0064, 0.0122
Si, 11.1023, 1.0883, 18.8846, 0.0057, -0.0021, 0.0008
Si, 14.2247, 7.6937, 21.7211, 0.0102, -0.0049, 0.0295
Si, 6.9652, 1.3687, 20.8319, -0.0041, 0.0058, 0.013
Si, 9.9688, 7.2018, 10.4093, 0.0123, -0.0036, -0.03
Si, -0.6406, 3.6869, 20.228, 0.0159, 0.0005, 0.0265
Si, 8.4553, -0.6041, 19.1672, 0.0033, -0.0052, -0.0169
Si, 6.8464, 10.2279, 16.4188, -0.0027, -0.0012, -0.0227
Si, 8.5571, 0.3323, 11.8213, -0.0319, -0.0212, -0.0024
O, 13.373, 8.7989, 13.9468, -0.0087, -0.0056, 0.0096
O, 7.7414, -0.7352, 17.7402, 0.0074, 0.0002, 0.0129
O, 6.0242, 8.1094, 11.1455, 0.134, 0.0203, 0.1289
O, 1.6113, 10.6129, 10.8165, -0.0323, 0.0057, 0.0176
O, 5.0126, -5.6639, 10.874, 0.0008, -0.0862, 0.0542
O, 10.001, 7.2037, 17.2699, -0.0001, 0.0092, 0.0083
O, 6.257, 4.9581, 20.6128, 0.01, -0.0106, -0.0119
O, 6.6467, 13.27, 13.9362, 0.0135, -0.0095, -0.0003
O, 3.5979, 7.1788, 12.1937, -0.0333, 0.054, 0.1664
O, 2.4254, 5.7746, 10.3316, -0.0157, -0.0892, 0.0502
O, 7.5841, 4.7713, 14.2759, 0.0081, -0.0019, 0.0031
O, 11.4312, -1.5987, 17.6545, -0.0066, -0.0014, 0.0041
O, 9.8947, 4.1691, 13.2464, -0.0087, -0.0052, 0.0161
O, 0.613, 7.4531, 19.3992, -0.0054, 0.0027, -0.0045
O, 6.9581, 2.5326, 19.6582, 0.0019, 0.0003, -0.0038
O, 12.4373, 6.2128, 16.7088, -0.007, 0.0012, -0.0002
O, 17.227, 6.5393, 15.8796, -0.0008, -0.0121, 0.0088
O, 13.0251, 6.6018, 21.4215, -0.0031, -0.0002, -0.0082
O, 3.2848, 0.6457, 21.2546, -0.0044, -0.0099, -0.0173
O, 0.7828, 3.8135, 11.5417, 0.0007, -0.0133, 0.0054
O, 7.2198, -0.1297, 20.1618, -0.001, -0.0015, 0.0001
O, 8.1627, 1.3863, 21.9319, -0.0069, 0.0052, -0.0005
O, -1.6704, 8.8952, 19.3015, 0.0011, -0.0005, 0.0027
O, 2.7835, 9.0454, 20.9459, -0.0046, 0.0059, -0.0077
O, 12.239, 0.2089, 19.7079, -0.008, 0.0042, -0.0034
O, 6.0948, 9.5308, 8.8006, 0.0485, 0.0527, -0.0448
O, 8.5495, 7.7317, 10.9778, 0.0101, 0.0051, 0.0024
O, 8.8129, 0.9608, 13.3019, -0.0073, 0.005, -0.0008
O, 7.3875, 11.519, 15.6161, -0.0018, -0.0074, 0.004
O, 5.6937, 2.6042, 11.2265, 0.0706, 0.2397, 0.251
O, 2.6221, -0.3475, 16.5287, -0.0024, -0.004, 0.0061
O, 3.226, 14.3384, 11.1233, 0.0316, -0.0479, 0.0017
O, -6.7679, 5.6678, 17.2591, 0.0029, -0.0027, 0.005
O, 11.1303, 7.533, 14.8093, -0.008, -0.0115, 0.0129
O, 4.0227, 9.6683, 10.4923, 0.0092, 0.0354, -0.0355
O, 3.4439, 8.1589, 17.0517, 0.0028, 0.0081, -0.0016
O, 10.0282, 5.2238, 15.6235, 0.0057, 0.0055, 0.0003
O, 10.2951, 2.835, 21.6332, -0.0243, -0.0162, 0.0009
O, 5.0344, 15.1457, 13.1939, 0.0064, -0.0152, 0.0336
O, 4.8283, 7.1723, 21.3054, 0.0005, -0.0034, -0.0051
O, 11.0324, 2.693, 19.1555, -0.006, 0.0021, 0.006
O, 8.9403, 2.7528, 15.2678, 0.0008, -0.0052, -0.0003
O, 3.7095, -0.7126, 18.8809, -0.0018, 0.0008, 0.0019
O, 5.5935, 1.6943, 21.657, 0.0161, -0.0057, -0.0098
O, 5.2458, 10.1927, 16.742, 0.0015, -0.0023, 0.0003
O, 7.9127, 1.4042, 10.7602, 0.0002, -0.0125, 0.0229
O, 9.6098, 0.5422, 19.2785, -0.0003, -0.0019, -0.0033
O, 17.6158, 4.7982, 18.0501, 0.0053, -0.0048, 0.0102
O, 7.5949, 6.5316, 22.1129, -0.0303, -0.0008, -0.0161
O, -5.8937, -2.6568, 14.1712, 0.0204, 0.0021, 0.0146
O, 7.3688, -3.4138, 13.3806, 0.0024, -0.0081, 0.0264
O, 11.389, -0.7503, 15.1382, -0.0031, 0.0091, 0.0127
O, 10.2567, 7.101, 21.5689, 0.0111, -0.0049, -0.0085
O, 9.1352, 3.8063, 10.7183, 0.0116, 0.0083, 0.0083
O, 8.818, -6.6446, 19.7605, 0.0008, -0.0037, -0.0037
O, 0.4259, 11.8994, 17.2652, -0.0051, 0.003, 0.0089
O, 16.5097, 3.9913, 15.783, 0.0072, 0.0154, 0.0168
O, 11.1087, -1.7289, 12.7419, -0.0004, -0.0039, 0.0207
O, 11.2916, 4.9538, 20.3954, -0.0146, -0.0171, -0.0081
O, 0.0478, 8.4797, 10.2763, -0.0214, -0.0051, 0.0194
O, 10.4535, 6.0528, 11.4404, -0.0138, -0.0058, -0.0008
O, 9.9586, -0.0868, 11.1062, -0.0095, 0.007, 0.0006
O, 14.2385, 6.4878, 14.8598, -0.0049, -0.0048, 0.0294
O, 7.2428, 8.9292, 15.5349, -0.0001, 0.0123, 0.0098
H, 5.4839, 2.1523, 10.4041, -0.0972, -0.2461, -0.2453

Results
free energy: -133979.620 eV
free energy less fixed offsets of H -15.97, O -568.88, Si -635.61 eV per atom: -1.690 eV

The program warned: the cutoff lies below the one the program advises for these potential files; the forces do not sum to zero within the program's tolerance; the exchange-correlation potential is rough where the density is thin.
